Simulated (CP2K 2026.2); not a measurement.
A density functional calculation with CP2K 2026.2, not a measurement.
Periodic cell of 534 atoms, Si358O176, from a study of silicon, its oxide and their interface. The atomic structure is a simulated model.
Doubt: the forces sum to 0.77 eV/angstrom along one axis rather than to zero, so they err by at least 0.0014 eV/angstrom per atom on average; the grid cutoff is modest.

Settings
functional: PBE
method: Gaussian and plane waves
basis set: DZVP-MOLOPT-SR-GTH
pseudopotentials: GTH-PBE
grid cutoff: 350 Ry, relative cutoff 50 Ry
k points: Gamma only
occupations: fixed
spin: none
net charge: 0

Cell vectors (angstrom)
a 16.4025 0 0
b 0 16.4025 0
c 0 0 35.6506

Atoms and the computed forces on them: element, x, y, z (angstrom), force x, y, z (eV/angstrom)
Si 15.762 16.239 35.392 0.199 -0.114 0.377
Si 3.477 2.591 35.336 0.096 0.176 0.231
Si 15.669 6.027 0.312 0.372 -0.058 -0.156
Si 2.938 7.545 0.089 0.192 0.011 -0.262
Si 16.132 11.13 35.633 0.06 -0.028 -0.272
Si 2.814 13.575 0.016 0.122 -0.161 0.216
Si 5.363 0.132 0.01 -0.076 -0.101 -0.319
Si 8.503 2.613 35.431 -0.003 -0.115 0.071
Si 5.47 5.447 35.578 0.193 0.069 0.276
Si 8.896 7.765 35.611 -0.128 -0.05 -0.1
Si 5.26 11.663 35.099 0.052 0.147 0.124
Si 8.437 13.343 35.497 -0.007 -0.021 0.076
Si 10.737 0.434 35.622 -0.014 0.072 0.204
Si 13.301 3.438 0.025 0.073 0.166 0.165
Si 11.011 5.524 0.381 0.009 -0.028 -0.453
Si 13.593 8.353 0.281 0.288 -0.151 -0.382
Si 10.716 11.09 0.347 -0.081 -0.016 0.15
Si 13.925 13.33 0.034 -0.148 -0.271 0.19
Si 1.091 1.533 1.493 -0.124 0.122 -0.337
Si 4.285 4.009 1.374 -0.066 0.052 -0.398
Si 1.252 6.752 1.451 -0.413 -0.005 0.201
Si 4.02 9.39 1.133 0.086 -0.022 -0.136
Si 1.374 12.238 1.329 -0.063 0.063 -0.159
Si 3.982 15.141 1.35 -0.01 0.03 -0.17
Si 6.957 1.355 1.232 0.084 0.212 -0.203
Si 9.558 4.053 1.431 -0.038 -0.096 -0.264
Si 7.027 6.759 1.183 0.077 0.077 -0.441
Si 9.569 9.435 1.512 0.054 0.07 -0.177
Si 6.697 12.42 1.201 0.021 -0.121 -0.274
Si 9.554 15.129 1.161 0.029 -0.042 -0.298
Si 12.314 1.579 1.304 -0.014 0.026 -0.245
Si 14.76 4.347 1.652 -0.001 0.069 -0.332
Si 12.231 7.013 1.665 0.035 0.006 -0.146
Si 15.027 9.687 1.528 0.019 0.119 -0.322
Si 12.38 12.271 1.476 0.045 0.036 -0.387
Si 15.023 14.852 1.46 -0.099 0.081 -0.235
Si 16.292 2.971 2.86 -0.019 0.031 0.119
Si 2.556 0.023 2.718 -0.069 0.192 0.067
Si 0.026 8.279 2.818 0.141 -0.219 0.103
Si 2.713 5.343 2.697 0.062 0.017 0.144
Si 0.071 13.606 2.801 0.018 -0.027 -0.044
Si 2.761 10.847 2.633 0.058 -0.069 -0.077
Si 5.591 2.655 2.714 -0.126 -0.082 0.178
Si 8.219 16.399 2.672 0.137 -0.096 -0.054
Si 5.564 8.18 2.55 -0.15 -0.14 -0.06
Si 8.192 5.429 2.745 -0.026 0.056 0.091
Si 5.412 13.759 2.66 0.017 0.046 0.168
Si 8.056 10.92 2.602 -0.076 0.131 0.232
Si 10.937 2.767 2.825 0.128 -0.082 0.02
Si 13.662 0.053 2.658 -0.008 0.063 -0.103
Si 10.876 8.271 3.01 -0.04 0.07 0.212
Si 13.538 5.664 3.056 0.07 -0.023 0.202
Si 10.935 13.772 2.626 -0.057 -0.05 0.155
Si 13.683 10.976 2.915 -0.033 0.095 0.13
Si 1.356 4.161 4.223 0.134 -0.001 -0.06
Si 4.065 1.361 4.049 -0.009 0.037 -0.12
Si 1.427 9.601 4.148 -0.055 -0.033 0.017
Si 4.137 6.815 3.985 -0.099 0.001 -0.2
Si 1.351 15.037 4.17 -0.033 -0.055 -0.042
Si 4.087 12.3 4.014 0.005 0.029 -0.1
Si 6.838 4.078 4.139 0.002 -0.019 -0.077
Si 9.56 1.339 4.116 0.064 0.081 -0.055
Si 6.774 9.563 4.071 0.09 0.074 -0.203
Si 9.502 6.803 4.201 -0.035 0 -0.033
Si 6.814 15.071 4.057 -0.086 -0.004 -0.005
Si 9.509 12.337 3.987 0.034 0.003 -0.313
Si 12.218 4.151 4.272 -0.074 0.076 -0.063
Si 14.994 1.422 4.108 0.027 -0.101 -0.076
Si 12.293 9.639 4.272 0.032 -0.042 -0.009
Si 15.061 6.963 4.269 -0.048 -0.042 -0.126
Si 12.283 15.112 4.071 -0.063 -0.027 -0.109
Si 15.071 12.337 4.211 -0.018 -0.008 -0.02
Si 16.384 16.389 10.971 0.03 0.019 0.001
Si 2.724 2.723 10.97 0.019 0.011 -0.012
Si 16.388 5.481 10.955 -0.004 -0.021 0
Si 2.737 8.227 10.966 -0.04 -0.002 -0.004
Si 16.394 10.953 10.961 0.026 -0.025 0.009
Si 2.74 13.668 10.955 -0.024 -0.009 -0.001
Si 5.469 16.4 10.962 -0.006 -0.004 -0.008
Si 8.189 2.725 10.96 0.003 0.002 0.002
Si 5.47 5.478 10.98 0.015 -0.011 0.001
Si 8.204 8.234 10.973 -0.008 -0.023 0.001
Si 5.47 10.958 10.965 -0.021 0.005 -0.001
Si 8.195 13.688 10.968 -0.013 0.008 0
Si 10.904 16.397 10.973 0.01 0.008 0.002
Si 13.636 2.734 10.961 -0.006 0.043 0.009
Si 10.913 5.482 10.95 0.015 0.009 0.005
Si 13.66 8.228 10.939 0.035 -0.025 -0.003
Si 10.926 10.968 10.972 0.013 -0.028 0.01
Si 13.648 13.677 10.982 0.017 0.007 0.01
Si 1.351 1.346 12.334 -0.042 -0.012 -0.007
Si 4.101 4.096 12.327 -0.057 -0.013 0.006
Si 1.347 6.865 12.307 0.038 0.022 -0.008
Si 4.105 9.594 12.329 0.022 -0.021 -0.004
Si 1.373 12.302 12.326 0.004 0.022 -0.014
Si 4.114 15.021 12.328 -0.017 0.027 -0.022
Si 6.846 1.35 12.34 -0.012 0.045 0.004
Si 9.564 4.095 12.316 -0.01 0.007 -0.004
Si 6.853 6.851 12.334 -0.02 -0.009 0.002
Si 9.579 9.598 12.349 0.02 0.009 0.011
Si 6.84 12.32 12.333 0.008 -0.013 -0.01
Si 9.563 15.029 12.361 -0.013 0.023 -0.005
Si 12.264 1.366 12.329 0.017 -0.023 -0.013
Si 14.999 4.115 12.306 0.024 -0.001 0
Si 12.295 6.852 12.298 -0.018 -0.01 -0.013
Si 15.017 9.586 12.324 -0.028 -0.02 0.006
Si 12.286 12.319 12.366 0.018 0.001 0.016
Si 15.02 15.024 12.355 -0.021 0 0.007
Si 16.339 2.718 13.65 0.026 0.037 -0.013
Si 2.73 16.366 13.687 0.046 0.007 0.019
Si 16.372 8.211 13.691 0.066 -0.033 0.017
Si 2.724 5.499 13.643 -0.033 -0.015 -0.013
Si 16.4 13.634 13.705 0.033 0.015 0.015
Si 2.736 10.946 13.708 -0.039 -0.012 0.026
Si 5.479 2.725 13.692 0.04 0.01 0.015
Si 8.211 16.397 13.735 0.036 -0.056 0.005
Si 5.494 8.242 13.678 -0.061 -0.016 -0.02
Si 8.23 5.474 13.688 -0.025 -0.037 -0.002
Si 5.483 13.67 13.716 0.004 -0.023 0.027
Si 8.224 10.988 13.711 -0.056 0.011 -0.008
Si 10.908 2.729 13.709 -0.018 0.02 0.023
Si 13.61 16.384 13.691 -0.024 0.082 -0.007
Si 10.972 8.222 13.691 0.027 -0.069 -0.019
Si 13.629 5.475 13.681 0.027 0.009 0.021
Si 10.912 13.667 13.758 0.026 -0.007 0.007
Si 13.663 10.94 13.719 0.008 -0.006 -0.022
Si 1.301 4.134 14.938 0.025 -0.006 -0.053
Si 4.113 1.33 15.033 -0.094 -0.035 -0.024
Si 1.345 9.576 15.057 0.016 -0.003 0.01
Si 4.119 6.856 14.997 0.039 0.046 -0.041
Si 1.387 14.972 15.065 -0.013 -0.029 0.016
Si 4.123 12.294 15.086 0.053 0.015 0.052
Si 6.86 4.105 15.05 0.022 -0.022 0.034
Si 9.569 1.364 15.119 -0.047 0.021 0.069
Si 6.871 9.605 15.043 -0.006 0.053 0.042
Si 9.64 6.82 15.034 0.046 0.057 0.032
Si 6.869 15.006 15.102 -0.031 0.095 -0.041
Si 9.553 12.32 15.165 -0.023 -0.039 0.025
Si 12.28 4.091 15.064 -0.023 0.041 0.042
Si 14.957 1.361 15.029 0.003 -0.081 -0.014
Si 12.305 9.586 15.105 0.024 0.007 0.06
Si 14.973 6.856 15.051 -0.028 -0.056 0.037
Si 12.275 15.038 15.119 0.024 0.019 0.094
Si 15.054 12.265 15.1 -0.078 -0.016 0.057
Si 16.352 16.363 16.3 -0.116 0.125 0.069
Si 2.705 2.793 16.223 -0.063 0.015 0.029
Si 16.299 5.405 16.349 0.022 0.029 0.108
Si 2.738 8.191 16.355 -0.003 -0.013 0.17
Si 16.397 10.88 16.515 0.059 -0.015 -0.023
Si 2.736 13.594 16.495 -0.031 -0.002 0.065
Si 5.47 16.35 16.426 0.147 -0.118 0.133
Si 8.178 2.731 16.476 0.157 0.066 0.174
Si 5.535 5.553 16.354 -0.084 0.067 0.103
Si 8.316 8.257 16.325 -0.048 0.03 0.059
Si 5.533 10.959 16.459 0.077 -0.079 0.098
Si 8.212 13.71 16.578 -0.064 -0.051 0.133
Si 10.913 16.401 16.546 0.075 0.038 -0.065
Si 13.574 2.676 16.449 0.075 0.064 0.025
Si 10.981 5.479 16.469 -0.056 -0.095 0.188
Si 13.691 8.252 16.499 -0.039 -0.074 0.021
Si 10.914 10.907 16.505 0.07 0.044 0.088
Si 13.672 13.641 16.439 0.069 0.042 0.016
Si 1.273 1.454 17.509 -0.043 0.036 -0.226
Si 4.052 4.18 17.554 0.105 0.024 -0.094
Si 1.262 6.822 17.623 0.067 0.058 -0.102
Si 4.158 9.522 17.75 -0.029 0.001 0.02
Si 1.422 12.149 17.902 0.1 -0.081 0.022
Si 4.125 14.977 17.829 0.281 -0.077 0.016
Si 6.76 1.349 17.834 -0.002 -0.014 -0.122
Si 9.607 4.097 17.857 -0.099 -0.075 -0.057
Si 6.985 6.946 17.676 0.171 -0.014 -0.299
Si 9.572 9.501 17.898 -0.058 -0.03 -0.052
Si 6.864 12.293 17.962 -0.053 0.002 -0.034
Si 9.547 15.12 18.001 -0.036 -0.05 -0.221
Si 12.306 1.316 17.948 0.049 0.052 0.172
Si 14.93 4.042 17.788 -0.067 0.027 -0.031
Si 12.337 6.89 17.866 0.043 -0.041 -0.032
Si 15.058 9.546 17.975 -0.025 0.009 0.083
Si 12.289 12.307 17.828 -0.049 0.015 -0.162
Si 15.102 14.982 17.769 0.029 -0.071 -0.077
Si 16.32 2.613 19.051 -0.077 -0.252 0.297
Si 2.709 0.195 18.758 -0.107 0.049 0.128
Si 0.095 8.055 19.248 0.032 -0.144 0.135
Si 2.572 5.388 18.877 0.055 0.133 0.161
Si 0.133 13.645 19.165 -0.134 0.006 0.094
Si 2.777 10.657 19.284 0.109 0.029 0.143
Si 5.272 2.827 18.959 -0.05 0.037 0.314
Si 8.157 0.133 19.371 -0.247 0.07 0.031
Si 5.682 8.26 19.062 0.272 0.091 0.144
Si 8.228 5.588 19.116 0.011 -0.118 0.322
Si 5.313 13.45 19.37 0.001 0.004 -0.176
Si 8.218 10.842 19.303 -0.024 -0.002 0.172
Si 10.93 2.708 19.362 -0.17 0.092 0.073
Si 13.785 16.294 19.236 0.038 -0.005 0.096
Si 10.917 8.136 19.319 0.059 -0.18 0.196
Si 13.701 5.497 19.216 0.155 0.034 0.245
Si 11.041 13.763 19.237 0.09 0.057 0.027
Si 13.625 11.002 19.26 -0.01 -0.076 0.113
Si 1.258 4.069 20.21 0.001 -0.045 0.086
Si 3.518 1.87 20.232 -0.035 0.356 0.07
Si 2.049 8.692 20.449 -0.276 0.56 -0.255
Si 3.522 6.811 20.455 -0.143 -0.709 0.25
Si 1.576 15.24 20.2 0.095 0.304 0.13
Si 4.275 11.781 20.748 -0.342 -0.3 -0.181
Si 6.738 4.132 20.21 -0.115 0.175 -0.217
Si 9.041 1.889 20.684 0.118 0.083 0.03
Si 6.68 9.712 20.66 -0.008 -0.137 -0.372
Si 9.791 6.477 20.728 -0.1 0.031 -0.201
Si 6.168 14.675 21.151 -0.414 0.01 -0.301
Si 9.599 11.635 21.06 0.1 -0.171 -0.454
Si 12.166 4.319 20.552 -0.096 0.117 -0.196
Si 15.607 0.781 20.44 -0.251 0.168 0.178
Si 12.071 9.753 20.59 0.007 0.041 -0.061
Si 15.473 6.407 20.637 0.162 -0.294 -0.216
Si 12.606 14.783 20.642 0.162 0.136 -0.133
Si 14.853 12.621 20.497 0.209 0.036 0.196
Si 15.023 0.942 23.537 0.297 -0.142 0.194
Si 16.232 13.858 27.366 0.067 0.065 0.07
Si 1.285 1.893 24.951 0.15 0.098 0.173
Si 1.518 9.393 23.575 0.114 -0.014 0.183
Si 2.714 15.221 27.17 0.038 -0.005 0.145
Si 3.784 0.355 24.691 -0.264 0.357 0.271
Si 4.182 15.772 21.849 0.106 0.048 -0.121
Si 9.215 1.421 23.884 -0.226 0.244 0.337
Si 7.731 7.748 22.829 -0.047 -0.115 0.063
Si 5.311 5.676 22.528 -0.085 -0.214 0.04
Si 2.825 12.037 23.628 -0.016 -0.074 0.186
Si 8.237 13.347 23.149 -0.187 -0.112 0.141
Si 11.384 14.56 25.393 0.209 0.027 0.113
Si 14.197 15.876 25.84 0.118 0.023 0.174
Si 13.697 3.646 23.176 0.089 -0.01 0.245
Si 0.728 8.262 27.929 -0.147 -0.042 0.093
Si 13.621 7.937 22.732 0.014 -0.016 0.083
Si 16.248 11.799 23.253 -0.049 0.093 0.291
Si 5.654 1.504 31.368 -0.047 -0.072 -0.162
Si 3.381 5.432 29.59 -0.08 -0.065 -0.071
Si 1.589 6.803 25.47 0.147 -0.289 0.074
Si 1.1 9.948 30.137 -0.059 0.072 0.049
Si 14.814 4.218 30.641 0.028 -0.049 -0.173
Si 15.109 13.58 30.275 -0.074 0.022 -0.149
Si 7.432 7.322 25.897 -0.21 -0.142 0.223
Si 10.718 2.829 26.031 0.048 0.132 0.224
Si 4.679 5.826 25.417 -0.086 0.076 0.209
Si 12.04 5.817 24.256 -0.064 0.215 0.421
Si 6.678 0.395 25.688 -0.133 0.094 0.309
Si 10.779 15.251 23.292 0.245 -0.477 0.266
Si 7.106 13.731 26.015 -0.252 0.095 0.357
Si 15.956 4.377 24.943 0.171 -0.165 0.362
Si 12.41 6.986 26.943 0.051 0.038 0.236
Si 14.586 6.868 29.033 0.062 0.088 0.092
Si 14.067 16.165 31.007 0.209 0.011 -0.358
Si 13.561 9.423 25.491 -0.012 0.002 0.246
Si 4.189 12.797 26.333 0.021 0.035 0.215
Si 1.133 15.614 33.957 0.012 0.185 -0.3
Si 2.505 10.463 27.814 -0.073 0.037 0.041
Si 1.922 3.942 33.024 -0.13 0.104 -0.151
Si 15.017 11.811 25.863 0.021 -0.097 0.229
Si 2.222 7.145 33.587 -0.116 0.247 -0.348
Si 2.429 1.607 27.812 0.026 0.146 0.119
Si 9.922 1.315 28.551 0.136 0.113 0.093
Si 0.334 9.504 32.904 -0.125 -0.171 -0.202
Si 8.373 10.644 30.6 -0.009 -0.174 -0.113
Si 3.097 0.066 32.093 0.107 -0.011 -0.525
Si 10.725 12.139 29.039 0.013 -0.119 0.041
Si 9.471 14.733 27.758 -0.066 -0.108 0.122
Si 13.815 2.55 26.556 0.132 0.022 0.122
Si 9.435 8.563 32.755 -0.052 -0.032 -0.313
Si 9.93 5.749 26.163 -0.122 -0.035 0.115
Si 12.169 11.803 26.326 0.118 -0.057 0.24
Si 14.742 9.344 30.704 -0.067 -0.061 -0.245
Si 4.487 7.367 31.576 0.027 -0.071 -0.079
Si 7.317 8.197 28.796 0.049 0.01 0.139
Si 6.851 4.019 33.027 -0.069 0.015 -0.17
Si 0.466 15.453 31.773 -0.073 -0.073 -0.586
Si 4.796 3.605 27.712 -0.03 0.014 0.049
Si 7.007 1.836 28.484 -0.096 0.09 0.053
Si 7.526 6.598 31.369 -0.138 0.207 -0.173
Si 4.215 8.145 28.869 0.002 0.092 0.078
Si 5.718 15.324 32.81 -0.149 0.144 -0.392
Si 11.958 9.825 33.56 -0.138 0.006 -0.128
Si 12.817 2.283 29.523 0.086 0.141 -0.122
Si 1.33 3.467 30.117 -0.192 0.052 -0.264
Si 7.076 12.571 32.788 -0.008 -0.066 -0.192
Si 15.462 4.105 33.606 -0.068 0.217 -0.094
Si 13.085 15.675 33.908 0.122 -0.167 0.077
Si 12.969 11.457 31.074 -0.048 -0.068 -0.437
O 13.256 14.103 34.371 -0.242 -0.027 -0.161
O 2.084 2.017 0.282 -0.114 -0.04 0.022
O 3.117 3.38 33.958 0.184 0.055 0.023
O 1.812 4.931 29.515 -0.058 0.246 -0.224
O 15.985 5.327 34.528 0.029 -0.198 -0.224
O 0.457 3.287 33.392 -0.014 -0.302 -0.105
O 4.24 6.516 35.4 -0.206 0.184 -0.01
O 4.74 10.151 35.455 -0.183 -0.136 0.52
O 14.058 14.812 30.104 -0.003 -0.052 0.009
O 0.352 10.379 34.272 -0.032 0.156 0.38
O 3.953 12.659 34.876 -0.056 -0.198 -0.006
O 1.836 14.219 34.51 -0.119 0.271 -0.091
O 5.915 15.526 34.431 -0.177 0.286 0.347
O 4.558 1.405 34.927 -0.142 -0.028 0.305
O 7.977 3.315 34.007 0.005 0.017 0.14
O 6.075 2.864 32.161 -0.088 0.168 -0.047
O 5.881 4.865 34.059 0.099 0.211 0.47
O 6.085 1.49 29.789 -0.165 -0.135 -0.014
O 7.459 5.041 31.88 -0.231 -0.256 -0.087
O 3.556 6.686 28.576 0.035 -0.017 0.016
O 6.11 7.327 31.836 0.036 0.124 0.284
O 6.042 11.624 33.646 0.175 -0.17 -0.136
O 8.253 13.05 33.843 0.246 0.425 0.446
O 6.389 13.957 32.269 0.136 -0.156 0.154
O 9.65 1.505 34.919 0.045 0.048 0.576
O 11.625 16.218 34.374 0.046 0.028 -0.185
O 13.339 3.482 30.525 -0.144 0.245 0.342
O 14.289 3.231 34.345 -0.394 -0.114 -0.139
O 10.007 6.565 35.13 -0.299 0.314 0.31
O 12.137 4.575 35.178 -0.123 -0.058 0.596
O 14.665 7.22 35.371 0.376 -0.136 0.564
O 13.038 9.129 34.564 0.31 0.011 0.496
O 9.611 12.292 0.282 -0.03 0.133 -0.18
O 10.907 10.714 34.419 0.216 -0.15 0.13
O 15.028 12.241 35.037 0.036 -0.111 0.394
O 14.355 0.087 34.553 0.018 0.333 0.012
O 16.358 12.471 26.506 -0.078 -0.098 -0.257
O 0.87 3.443 24.693 -0.027 -0.08 -0.112
O 4.207 0.976 21.431 -0.077 -0.311 0.305
O 2.412 2.988 20.909 -0.136 -0.031 -0.271
O 1.78 8.934 22.053 0.189 -0.025 -0.077
O 0.118 10.224 23.571 -0.293 -0.013 0.16
O 3.842 6.187 21.978 -0.201 0.005 0.009
O 5.064 6.944 19.888 -0.3 0.074 -0.048
O 15.284 14.953 26.623 -0.018 0.075 -0.204
O 0.456 16.206 20.953 -0.425 0.327 -0.38
O 3.593 12.219 22.196 -0.01 0.13 -0.404
O 2.835 14.971 21.279 -0.282 -0.377 0.214
O 5.958 4.495 21.617 0.082 0.077 0.028
O 7.975 3.116 20.53 0.149 -0.347 -0.071
O 10.424 0.339 23.845 0.123 0.112 0.124
O 8.898 1.713 22.325 -0.008 -0.224 -0.119
O 5.505 10.75 21.203 -0.115 0.25 0.067
O 7.466 9.146 22.012 -0.149 0.155 -0.227
O 10.903 5.287 21.184 0.424 0.084 -0.094
O 9.031 7.014 22.117 0.28 -0.052 -0.21
O 6.861 13.805 22.371 -0.064 0.169 0.047
O 7.213 15.737 20.482 0.274 0.139 0.242
O 8.812 11.968 22.463 -0.245 -0.195 -0.126
O 10.881 10.63 21.378 -0.179 0.004 -0.052
O 13.311 3.618 21.59 0.012 -0.144 -0.311
O 15.012 4.551 23.604 0.015 -0.143 -0.486
O 0.122 1.035 24.192 -0.165 -0.2 0.044
O 14.971 1.042 21.933 -0.328 -0.061 -0.313
O 13.021 9.081 21.754 -0.032 -0.224 -0.089
O 14.001 8.64 24.149 0.278 -0.26 -0.39
O 0.237 5.203 21.038 0.157 0.152 -0.285
O 14.881 7.177 22.005 -0.141 -0.133 -0.021
O 10.159 13.039 20.446 -0.019 0.246 -0.043
O 13.767 13.699 21.174 -0.163 -0.122 -0.152
O 15.055 12.261 24.281 -0.079 0.046 -0.093
O 15.701 11.954 21.743 0.27 0.033 -0.196
O 6.986 0.718 27.276 0.251 -0.286 -0.023
O 1.275 12.594 23.473 -0.014 0.06 0.168
O 1.298 14.508 27.483 -0.139 0.176 -0.18
O 4.138 15.775 23.466 -0.007 -0.196 0.026
O 1.341 1.635 26.58 0.088 -0.225 -0.071
O 0.297 5.802 25.243 -0.194 0.136 0.16
O 1.373 8.105 24.53 -0.184 0.354 0.003
O 2.766 1.595 24.313 -0.001 0.12 -0.218
O 2.056 10.996 29.316 -0.124 0.182 0.004
O 15.674 13.3 28.785 -0.05 0.076 0.061
O 3.891 14.106 27.276 0.146 -0.115 0.159
O 2.865 15.826 25.671 -0.009 -0.104 -0.169
O 6.36 3.175 27.812 0.041 -0.097 -0.025
O 3.289 11.603 26.993 -0.103 0.044 0.026
O 4.679 4.73 26.584 0.204 -0.129 -0.125
O 7.853 0.975 24.705 0.222 -0.081 -0.092
O 6.371 6.899 22.583 0.08 0.207 0.065
O 3.614 9.282 27.913 -0.068 0.018 -0.164
O 8.319 5.953 26.141 -0.081 0.106 0
O 5.113 5.093 24.032 0.227 0.065 -0.265
O 3.65 12.855 24.784 0.049 0.03 -0.284
O 2.717 10.434 24.032 0.273 -0.187 -0.039
O 8.022 14.016 27.368 0.147 -0.141 0.134
O 5.836 12.714 26.348 0.033 0.079 -0.259
O 9.363 14.501 22.925 0.057 0.32 -0.241
O 12.728 15.227 26.068 -0.158 -0.295 -0.2
O 11.791 15.311 21.997 -0.028 -0.108 0.076
O 14.432 15.971 24.21 0.054 0.087 -0.257
O 12.347 4.307 23.795 -0.035 -0.232 -0.153
O 14.003 2.192 23.866 -0.096 0.282 -0.078
O 1.114 9.739 27.237 0.011 0.006 -0.233
O 13.151 6.568 28.321 -0.101 0.064 0.189
O 12.373 10.545 25.291 0.02 -0.02 -0.247
O 12.452 6.852 23.077 0.094 -0.247 -0.314
O 15.217 9.436 32.274 -0.074 -0.041 0.354
O 13.545 2.745 28.147 0.058 -0.016 0.09
O 4.021 1.272 31.466 -0.185 0.081 0.11
O 2.871 0.076 28.191 0.155 0.044 -0.107
O 8.871 7.205 32.063 0.256 -0.217 -0.099
O 7.926 13.089 24.745 0.463 -0.312 -0.401
O 1.763 2.27 29.12 0.132 -0.021 0.19
O 1.501 7.165 27.041 0.197 0.113 0.028
O 4.129 8.516 30.46 -0.245 0.195 -0.005
O 1.338 10.118 31.741 0.105 -0.053 0.021
O 15.053 5.416 29.567 -0.108 -0.188 0.078
O 1.323 8.421 29.481 0.048 0.037 0.113
O 2.311 0.365 33.526 -0.201 -0.351 0.466
O 1.888 15.992 31.064 -0.141 -0.262 0.409
O 12.336 2.728 25.892 -0.305 0.085 -0.38
O 3.131 6.324 25.213 0.112 0.005 -0.191
O 7.903 7.993 24.458 0.193 0.147 -0.258
O 6.547 15.184 25.529 0.149 0.077 -0.222
O 7.511 11.788 31.403 -0.054 0.262 0.527
O 5.818 6.972 25.791 0.012 0.261 -0.079
O 9.42 11.336 29.568 -0.185 0.19 -0.001
O 11.078 8.618 32.861 0.242 0.056 -0.168
O 5.193 0.963 25.278 0.119 -0.152 -0.249
O 10.317 13.65 28.629 0.227 0.301 -0.179
O 9.879 2.717 24.635 0.148 0.093 -0.116
O 11.352 12.924 25.504 -0.051 -0.051 0.161
O 11.199 1.963 29.396 -0.29 0.025 0.156
O 10.137 15.095 26.323 0.239 0.278 -0.346
O 12.877 6.076 25.66 0.195 -0.202 -0.337
O 14.343 1.005 26.402 0.222 0.118 0.086
O 10.781 6.824 27.095 -0.21 0.129 0.182
O 10.455 5.946 24.616 0.036 0.076 -0.16
O 14.912 10.183 26.036 0.019 -0.074 0.093
O 14.487 7.781 30.371 0.177 -0.031 0.092
O 15.626 0.096 31.409 0.146 -0.072 0.461
O 13.683 12.396 26.626 -0.125 -0.045 -0.076
O 15.593 7.674 28.011 0.06 0.24 -0.321
O 13.454 0.911 30.079 0.071 -0.174 0.224
O 4.338 4.194 29.152 0.292 -0.114 -0.004
O 2.169 3.389 31.508 0.061 0.186 0.333
O 16.134 1.222 0.554 0.081 -0.247 0.043
O 12.926 8.492 26.655 -0.136 0.034 0.046
O 16.126 3.277 30.332 0.011 -0.235 0.175
O 1.955 5.582 33.126 0.137 -0.104 -0.202
O 7.748 6.902 29.75 0.274 0.075 0.028
O 15.891 10.144 29.841 0.04 0.331 -0.035
O 16.393 13.977 31.211 0.154 0.151 0.251
O 0.873 7.991 33.169 -0.147 -0.171 0.256
O 3.782 2.387 27.349 -0.123 -0.079 0.145
O 8.541 2.084 28.993 0.073 -0.04 -0.099
O 6.391 0.216 32.063 0.199 -0.074 0.016
O 8.665 8.645 34.208 -0.095 -0.165 0.287
O 3.59 7.734 32.866 -0.01 0.054 -0.057
O 3.97 5.902 31.039 -0.051 -0.095 0.25
O 7.868 8.219 27.232 -0.024 -0.106 -0.266
O 4.137 15.23 32.381 -0.034 -0.173 0.32
O 11.772 12.212 30.289 0.257 0.201 -0.006
O 9.093 9.826 31.795 -0.02 0.013 0.057
O 10.3 4.258 26.709 0.132 -0.011 -0.047
O 9.568 16.109 28.672 -0.019 -0.006 0.238
O 10.228 1.61 26.986 0.164 -0.079 -0.236
O 13.139 15.88 32.305 -0.029 0.111 0.282
O 7.556 9.587 29.641 -0.115 -0.034 0.175
O 5.759 8.014 28.5 -0.192 0.018 0.06
O 14.97 3.662 26.097 -0.166 0.085 -0.069
O 14.904 4.71 32.193 -0.03 -0.074 0.298
O 14.317 12.377 31.032 0.161 -0.002 0.251
O 11.416 11.411 27.734 0.201 0.069 -0.187
O 12.599 10.967 32.579 -0.001 -0.176 0.226
O 13.331 10.056 30.313 0.037 0.147 -0.113
Si 16.367 0.032 5.483 -0.034 0.033 0.027
Si 2.738 2.726 5.481 -0.036 0.002 0.069
Si 0.009 5.534 5.576 0.044 0.055 0.023
Si 2.796 8.181 5.452 -0.032 -0.024 -0.112
Si 0.038 10.954 5.535 0.031 -0.012 -0.019
Si 2.753 13.653 5.465 -0.034 0.012 -0.01
Si 5.436 0.015 5.448 -0.045 -0.082 -0.061
Si 8.201 2.717 5.497 0.01 0.043 -0.052
Si 5.447 5.472 5.46 -0.016 -0.05 -0.087
Si 8.14 8.225 5.49 -0.033 -0.013 0
Si 5.428 10.95 5.434 0.044 -0.038 0.002
Si 8.176 13.684 5.42 -0.003 -0.021 -0.042
Si 10.921 0.009 5.5 0.029 -0.035 -0.037
Si 13.633 2.744 5.538 0.043 0.026 -0.04
Si 10.856 5.495 5.607 -0.001 -0.106 0.075
Si 13.659 8.272 5.614 0.046 0.047 0.059
Si 10.86 11.031 5.486 0.004 0.026 0.006
Si 13.649 13.735 5.475 0.035 0.049 0.015
Si 1.357 1.374 6.856 0.058 -0.041 -0.017
Si 4.096 4.104 6.852 -0.039 0.037 -0.031
Si 1.416 6.878 6.891 -0.041 -0.028 -0.013
Si 4.108 9.576 6.841 -0.029 0.026 -0.005
Si 1.393 12.326 6.876 -0.031 -0.007 0.017
Si 4.101 15.036 6.836 0.055 -0.022 -0.012
Si 6.806 1.364 6.839 -0.029 0.042 0.011
Si 9.515 4.083 6.915 0.029 0.048 0.041
Si 6.796 6.842 6.856 -0.008 0.039 -0.002
Si 9.521 9.612 6.844 0.037 -0.035 -0.023
Si 6.814 12.314 6.804 0.011 0.012 -0.015
Si 9.54 15.03 6.829 0.009 0.005 0.01
Si 12.273 1.367 6.891 -0.008 0.031 -0.017
Si 15.024 4.121 6.887 0.016 -0.032 -0.037
Si 12.269 6.87 6.917 0.031 -0.024 -0.003
Si 15.06 9.625 6.924 -0.039 -0.031 0.013
Si 12.272 12.366 6.845 -0.045 0.004 -0.012
Si 15.018 15.07 6.87 -0.054 0.024 -0.027
Si 16.398 2.74 8.238 -0.005 0.02 0.007
Si 2.728 16.397 8.216 -0.048 0.012 -0.005
Si 0.026 8.232 8.25 0.007 0.01 0.007
Si 2.748 5.472 8.244 0.006 0 0.009
Si 16.398 13.69 8.223 0.015 -0.001 0.003
Si 2.748 10.942 8.224 -0.028 -0.002 0
Si 5.458 2.736 8.224 0.015 0.01 -0.013
Si 8.177 16.398 8.202 -0.009 -0.003 -0.018
Si 5.459 8.219 8.233 0.008 -0.037 0.015
Si 8.157 5.481 8.244 -0.002 -0.036 0.001
Si 5.471 13.677 8.203 -0.036 -0.001 -0.006
Si 8.167 10.969 8.217 0.008 -0.018 -0.001
Si 10.906 2.728 8.254 0.013 0.023 0.001
Si 13.648 0.009 8.252 0.027 -0.004 0.005
Si 10.894 8.256 8.236 0.02 -0.004 0.005
Si 13.65 5.484 8.248 -0.021 0 -0.001
Si 10.907 13.699 8.231 0.031 -0.011 0.011
Si 13.646 10.995 8.227 0.053 -0.004 0.007
Si 1.366 4.106 9.605 -0.016 0.002 -0.005
Si 4.094 1.362 9.592 -0.013 0.011 -0.016
Si 1.379 9.599 9.607 -0.014 -0.004 0.006
Si 4.106 6.848 9.611 -0.022 0.001 -0.013
Si 1.363 15.04 9.598 -0.003 0.005 0.001
Si 4.113 12.313 9.582 0.015 -0.018 -0.01
Si 6.814 4.1 9.608 -0.024 0.034 0.007
Si 9.539 1.347 9.594 0.004 0.012 -0.001
Si 6.828 9.589 9.598 -0.005 -0.012 -0.007
Si 9.542 6.859 9.592 0.002 -0.003 -0.003
Si 6.829 15.038 9.585 0.023 0.006 -0.002
Si 9.549 12.321 9.594 0.015 -0.003 -0.011
Si 12.278 4.106 9.597 0.022 -0.013 0.015
Si 15.024 1.372 9.609 -0.008 0.006 -0.008
Si 12.285 9.613 9.59 -0.01 -0.014 0.009
Si 15.037 6.857 9.587 0.022 -0.013 0.007
Si 12.28 15.043 9.612 -0.004 0.029 0.003
Si 15.025 12.334 9.602 -0.04 0.01 0.006

Results
total energy: -115453.371 eV
total energy less fixed offsets of O -438.35, Si -107.03 eV per atom: 12.969 eV
